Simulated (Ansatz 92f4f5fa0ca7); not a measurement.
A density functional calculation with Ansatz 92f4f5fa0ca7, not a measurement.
Periodic cell of 236 atoms, Si134O102, from a study of silicon, its oxide and their interface. The atomic structure is a simulated model.

Settings
functional: PBE
potential files: Ansatz PAW
basis: plane waves
wave-function cutoff: 700 eV
density cutoff ratio: 5
exchange-correlation grid ratio: 2
k mesh: 2 x 2 x 1, shifted by 0.5 0.5 0.5 of a step
self-consistency stop: 5e-08 eV per atom in the density residual
occupations: Fermi-Dirac, 0.05 eV
spin: none
net charge: 0

Cell vectors (angstrom)
a, 11.5983, 0, 0
b, 0, 15.4644, 0
c, 1.5148, 1.7981, 23.5625

Atoms: element, x, y, z (angstrom)
Si, 0.0177, 1.0876, -0.5377
Si, -0.5092, 4.6035, 1.8306
Si, -2.7091, 9.1062, -0.01
Si, -0.12, 12.2468, 1.4764
Si, 5.0099, 0.4149, 2.0155
Si, 3.9147, 4.3322, -0.7694
Si, 4.902, 8.5011, 1.7343
Si, 1.8076, 12.0518, 0.0585
Si, 6.8866, -0.1952, -2.2434
Si, 6.4381, 2.7516, -1.5063
Si, 4.6069, 9.3288, -0.4486
Si, 5.5117, 12.1986, 0.533
Si, -0.8603, 0.8005, 1.6061
Si, 1.0149, 3.9513, -0.8238
Si, 0.0008, 8.4283, 1.496
Si, -2.133, 12.188, 0.2216
Si, 5.294, -0.9862, 0.0744
Si, 4.6817, 4.452, 1.5191
Si, 2.2203, 9.0882, -0.6831
Si, 7.5594, 12.2958, 1.6697
Si, 7.5687, 0.5957, 2.1941
Si, 6.959, 3.6531, 1.3569
Si, 7.3727, 8.6075, 1.8361
Si, 3.6115, 12.1567, 1.7846
Si, -0.2021, 2.595, 3.0035
Si, 0.1197, 6.5498, 2.9573
Si, -0.0092, 10.347, 2.9415
Si, -0.17, 14.2517, 2.822
Si, 4.0086, 2.4886, 2.81
Si, 4.2179, 6.4631, 2.803
Si, 4.0135, 10.2661, 3.1408
Si, 3.7387, 14.1376, 3.0953
Si, 7.5021, 2.5537, 3.358
Si, 7.986, 6.5247, 2.8003
Si, 7.68, 10.4638, 3.1911
Si, 7.5958, 14.0443, 3.2448
Si, -2.0215, 2.634, 4.4465
Si, -1.8054, 6.5424, 4.3023
Si, -1.9098, 10.3168, 4.3803
Si, -1.9603, 14.1725, 4.4136
Si, 1.9497, 2.5556, 4.1349
Si, 2.169, 6.4992, 4.1872
Si, 1.9738, 10.2374, 4.3723
Si, 1.7335, 14.2448, 4.34
Si, 5.5705, 2.5202, 4.6148
Si, 6.0395, 6.4362, 4.3315
Si, 5.8324, 10.4573, 4.6787
Si, 5.6085, 14.179, 4.4929
Si, -1.9866, 0.7067, 5.8108
Si, -1.8961, 4.5997, 5.6817
Si, -1.8541, 8.3499, 5.7263
Si, -2.0166, 12.238, 5.7192
Si, 1.859, 0.7366, 5.6877
Si, 2.048, 4.5373, 5.5382
Si, 2.1636, 8.3274, 5.7817
Si, 1.8609, 12.2085, 5.7337
Si, 5.6599, 0.5629, 5.9774
Si, 5.7849, 4.5526, 5.7515
Si, 6.0411, 8.3803, 5.8971
Si, 5.6633, 12.4314, 6.0185
Si, -0.0158, 0.6933, 7.1313
Si, 0.0972, 4.4661, 6.9497
Si, 0.1051, 8.2583, 6.9987
Si, -0.1285, 12.1199, 7.0463
Si, 3.6305, 0.7252, 7.2662
Si, 3.8743, 4.6918, 7.126
Si, 4.1427, 8.3946, 7.307
Si, 3.6832, 12.3691, 7.3287
Si, 7.7161, 0.4388, 7.1847
Si, 7.7539, 4.4058, 6.9947
Si, 8.0182, 8.1869, 7.3286
Si, 7.7303, 12.5524, 7.1527
Si, 1.8871, 3.2049, 9.8919
Si, 1.7566, 6.3462, 9.904
Si, -0.4201, 10.0841, 8.3394
Si, -0.3818, 14.1214, 8.2836
Si, 3.6722, 2.7766, 8.4617
Si, 3.93, 6.4966, 8.8007
Si, 4.073, 10.4002, 8.6354
Si, 3.2527, 14.3209, 8.6977
Si, 7.8197, 2.8953, 8.7859
Si, 9.6581, 5.7175, 9.6679
Si, 9.1137, 9.0677, 9.3257
Si, 8.8536, 14.2443, 8.4059
Si, -0.0114, 2.6769, 8.5227
Si, -0.0042, 6.3439, 8.3532
Si, 1.2597, 10.3655, 9.8957
Si, 1.2295, 13.626, 9.9554
Si, 6.1421, 3.3633, 10.2896
Si, 5.9508, 5.8052, 10.0584
Si, 5.5874, 11.279, 10.3275
Si, 4.5309, 14.2901, 10.6617
Si, 9.7948, 3.3237, 9.9229
Si, 7.7093, 6.1698, 8.4609
Si, 7.8338, 10.9076, 9.7282
Si, 8.7872, 13.3633, 11.1711
Si, 1.864, 14.1779, 12.1234
Si, 0.819, 7.8343, 11.5821
Si, 7.3195, 7.462, 12.4493
Si, 6.5624, 6.8458, 17.9895
Si, 11.729, 10.833, 14.8278
Si, 14.424, 4.2721, 16.1669
Si, 9.6017, 7.0324, 21.7256
Si, 14.5302, 15.3467, 16.4861
Si, 10.3264, 2.4845, 12.9632
Si, 13.9206, 8.8711, 13.9063
Si, 9.3847, 7.4938, 11.16
Si, 5.8903, 16.5935, 12.3666
Si, -0.2446, 0.7646, 21.4004
Si, 7.8589, 1.031, 16.4279
Si, 12.9687, 1.0952, 18.9099
Si, 10.4906, 0.3541, 15.066
Si, 8.1391, 6.6065, 15.3845
Si, 5.3003, 9.9006, 13.1569
Si, 4.1278, 1.9904, 20.059
Si, 10.6095, 8.2994, 16.4428
Si, 3.417, 2.1229, 14.2395
Si, 3.824, 7.5098, 19.0603
Si, 2.1229, 12.868, 14.8576
Si, 7.1451, -1.377, 13.4338
Si, 5.253, 12.2989, 14.9508
Si, 6.6495, 15.9607, 19.0489
Si, 10.3748, 6.7949, 24.6501
Si, 13.3024, 1.8045, 12.6827
Si, 9.9812, 13.2336, 13.856
Si, 4.6243, 4.6468, 18.6903
Si, 0.1286, 2.5516, 16.6632
Si, 1.9672, 7.342, 16.5857
Si, 9.1323, 8.2397, 19.1995
Si, 3.9923, 16.6597, 22.2607
Si, 3.6357, 8.137, 21.3304
Si, 5.891, 14.2791, 16.9463
Si, 9.0648, 3.6128, 15.4236
Si, 8.3619, 9.5914, 21.5632
O, -2.5722, 0.7605, 1.334
O, 2.5613, 3.4049, -0.8061
O, 0.6599, 4.4838, 0.6607
O, -1.2511, 8.3925, 0.3775
O, 6.7151, -0.5921, -0.6731
O, 4.0316, -0.4781, -0.8376
O, 6.6973, 2.5016, 0.0989
O, 5.02, 3.5463, -1.6918
O, 1.4554, 8.5546, 0.6818
O, 8.4107, -0.4674, -2.7126
O, 1.5225, 0.4252, -0.4537
O, 1.7261, 10.6666, -0.9044
O, 7.4193, 1.2832, 8.5922
O, 7.4625, 11.2378, 8.1425
O, 4.8237, 2.6336, 9.6562
O, 3.5059, 14.0828, 11.928
O, 2.7571, 9.8354, 9.5111
O, 8.6396, 14.5407, 10.0516
O, 1.2894, 11.9674, 10.2443
O, -0.9638, 0.2262, -1.5134
O, 0.0886, 2.6318, -1.1501
O, 2.425, 7.0639, 21.7448
O, 9.7067, 10.265, 22.2119
O, -1.9968, 13.2277, -1.0803
O, -2.4097, 10.6786, -0.416
O, 7.8988, 2.4557, 15.6153
O, 5.111, 1.0116, 19.1607
O, 3.503, 5.7974, -1.4443
O, 6.4587, 1.377, -2.3809
O, 1.9118, 7.9461, -1.8686
O, 1.9544, 13.305, -1.028
O, 1.3858, 3.5163, 16.3475
O, 6.7099, 15.3834, 16.0046
O, 7.6442, 3.6898, -2.0601
O, 8.5264, 9.5842, 19.9273
O, 5.4465, 8.4838, -1.5869
O, 5.9424, 12.7293, 16.3915
O, 2.1781, 2.1886, 11.1571
O, 3.8421, 9.2552, 13.4731
O, 10.8417, 7.5546, 12.0108
O, 10.0261, 13.5364, 12.2357
O, 0.8444, 9.4286, 11.1586
O, 13.7174, 14.3147, 15.5576
O, 10.3044, 3.3231, 16.4589
O, 4.7557, 1.5999, 13.4392
O, 3.4864, 3.6977, 14.7674
O, 6.4705, 17.9814, 11.6951
O, 5.085, 10.7767, 11.8128
O, 5.4016, 15.6049, 11.1367
O, 7.5568, 1.3818, 17.9977
O, 1.5986, 13.0486, 13.3125
O, 12.6701, 11.8914, 15.6543
O, 9.7942, 2.5831, 11.4327
O, 6.2941, 6.6069, 11.4878
O, 8.9616, 11.9582, 10.3843
O, 7.4065, 13.3227, 12.0183
O, 4.3246, 14.6737, 16.9634
O, 6.0926, 5.2905, 18.2748
O, 1.7743, 7.6886, 12.921
O, 9.9574, 1.0482, 13.6772
O, 6.9655, 7.0858, 16.4201
O, 3.7246, 5.8737, 19.2766
O, 9.321, 0.3333, 16.2177
O, 10.9033, 14.2778, 14.7199
O, 0.2399, 2.0548, 18.2132
O, 4.7509, 3.5099, 19.8497
O, 2.6138, 7.8676, 17.9968
O, 8.3045, 8.0097, 22.0438
O, 0.1378, 1.2249, 15.6788
O, 9.6166, 3.6406, 13.8811
O, 7.4079, 16.0836, 20.4744
O, 11.0079, 9.7276, 15.7739
O, 11.9471, 2.6667, 13.0167
O, 6.5064, 8.8309, 12.8841
O, 14.0302, 8.3962, 15.4504
O, 1.4061, 15.6544, 12.6664
O, 10.5039, 11.704, 14.1358
O, 5.7177, 13.5185, 13.9634
O, 9.945, 8.6673, 17.8776
O, 8.4261, 13.5627, 14.3458
O, 5.3066, 7.8354, 18.3746
O, 3.878, 3.9823, 17.387
O, 1.7752, 4.7415, 10.4855
O, 14.103, 5.8691, 16.1382
O, 10.1815, 7.5294, 20.2641
O, 5.7841, 10.8517, 14.4178
O, 5.2479, 10.8636, -0.4806
O, 3.2415, 1.2284, 15.6266
O, 11.9263, 7.358, 16.6675
O, 6.5428, 14.4196, 18.4555
O, 0.6264, 0.2531, 20.1047
O, 7.6158, 6.6698, 13.8535
O, 3.6269, 12.2294, 14.975
O, 13.6003, 0.0957, 17.8004
O, 10.6121, 7.1734, 22.9975
O, 5.3839, 12.9386, 10.28
O, 7.9002, 7.2099, 18.8612
O, 2.5901, 2.0081, 19.4759
O, 8.4583, 5.0593, 15.7779
O, 12.7872, 10.0751, 13.8308
O, 9.4948, 7.5153, 15.5449
O, 7.0331, 15.7066, 13.1799

Results
free energy: -143200.958 eV
free energy less fixed offsets of O -569.03, Si -635.61 eV per atom: 11.842 eV
pressure: -0.56 GPa
stress xx, yy, zz, yz, xz, xy (GPa, positive in tension): 1.04, 0.46, 0.18, -0.13, -0.01, 0.09

Forces (eV/angstrom), in the order of the atoms: element, x, y, z
Si, -0.2123, 0.0119, -0.0675
Si, 0.5357, -0.2727, 0.1629
Si, -0.3885, -0.1781, 0.198
Si, 0.0884, 0.1212, 0.1282
Si, 0.0444, -0.1498, -0.3785
Si, 0.1353, 0.1512, 0.2003
Si, 0.365, 0.0753, 0.1932
Si, 0.0219, -0.0391, 0.0487
Si, 0.0752, 0.095, -0.0259
Si, 0.0872, 0.015, -0.0412
Si, -0.2891, -0.2887, 0.2747
Si, -0.3246, -0.4772, -0.0112
Si, -0.8345, -0.1158, 0.0722
Si, 0.0577, -0.2017, -0.0482
Si, 0.0201, 0.3293, -0.0156
Si, -0.1942, 0.0906, -0.3709
Si, -0.0461, 0.5152, 0.2713
Si, -0.0818, 0.0599, 0.1727
Si, 0.4792, 0.0798, -0.221
Si, 0.2919, -0.0644, 0.3232
Si, 0.0542, -0.0038, 0.3202
Si, -0.0858, -0.1308, -0.4378
Si, -0.0034, -0.0681, -0.0433
Si, -0.222, -0.0868, 0.213
Si, -0.0427, 0.1475, 0.1458
Si, -0.0843, 0.108, 0.0713
Si, 0.045, -0.187, 0.0566
Si, -0.0458, 0.0797, 0.0861
Si, -0.1098, -0.0087, -0.1923
Si, 0.0365, -0.0334, 0.0698
Si, -0.1796, -0.0794, 0.0615
Si, 0.1108, 0.1487, -0.1163
Si, 0.2891, 0.1507, 0.0902
Si, -0.1582, 0.2227, 0.2447
Si, 0.0164, 0.0381, -0.0177
Si, 0.1497, -0.0534, 0.0048
Si, 0.0845, 0.0142, 0.142
Si, -0.1505, -0.1125, 0.0088
Si, -0.094, 0.0672, -0.0147
Si, -0.0789, -0.022, 0.0023
Si, -0.022, 0.0464, -0.007
Si, 0.1347, 0.0572, -0.0463
Si, 0.06, -0.0623, -0.0818
Si, 0.0916, -0.0552, 0.135
Si, -0.0822, -0.0711, 0.0651
Si, 0.2605, 0.0724, -0.0565
Si, 0.1008, 0.0773, 0.0962
Si, -0.061, -0.2732, 0.2968
Si, -0.0576, 0.3577, -0.4396
Si, 0.1256, -0.094, 0.0653
Si, 0.1237, -0.0302, -0.0101
Si, 0.2457, -0.0143, -0.2759
Si, -0.011, 0.0122, -0.1246
Si, -0.0077, -0.1121, 0.0904
Si, -0.0585, 0.0325, 0.16
Si, 0.0604, 0.0868, -0.0953
Si, -0.2477, -0.0279, -0.1485
Si, -0.0079, 0.031, 0.0432
Si, 0.1131, 0.018, -0.05
Si, 0.1892, -0.0557, -0.0595
Si, -0.0855, 0.2113, 0.1718
Si, -0.0332, 0.108, -0.0644
Si, 0.1143, -0.0352, -0.1435
Si, -0.1441, -0.1149, 0.0412
Si, -0.0548, -0.2014, -0.1275
Si, -0.0435, 0.1735, -0.0005
Si, -0.1314, -0.079, -0.2474
Si, -0.1081, 0.0865, -0.0507
Si, 0.2147, -0.2522, 0.1333
Si, 0.0144, -0.2945, -0.1099
Si, -0.0781, 0.08, 0.0327
Si, 0.2066, -0.3217, 0.4213
Si, -0.3681, -0.3823, -0.5955
Si, -0.0299, -0.4638, -0.0269
Si, 0.0114, 0.1227, 0.0618
Si, 0.1209, -0.0751, -0.0534
Si, 0.0697, 0.024, 0.1442
Si, -0.0803, -0.0291, -0.238
Si, -0.1245, -0.0339, -0.2099
Si, -0.2504, -0.1386, -0.1284
Si, 0.0434, -0.014, 0.229
Si, 0.3085, -0.0354, 0.0523
Si, 0.3854, 0.1039, -0.3272
Si, -0.3218, -0.2365, -0.1062
Si, 0.1948, 0.0134, 0.1162
Si, -0.1783, -0.0724, -0.0245
Si, -0.4845, 0.1365, -0.1048
Si, -0.1796, -0.2809, -0.4021
Si, 0.1142, 0.2673, 0.2253
Si, -0.1595, -0.0232, 0.1119
Si, -0.122, 0.273, 0.4535
Si, -0.0019, 0.3809, -0.2366
Si, -0.0548, -0.099, -0.0326
Si, -0.1289, -0.1829, -0.0356
Si, 0.1213, 0.012, 0.1292
Si, -0.0796, 0.3184, 0.0337
Si, 0.3655, -0.2135, 0.5749
Si, 0.3591, 0.1978, 0.2955
Si, -0.2112, 0.0908, 0.2335
Si, 0.281, 0.0858, 0.0229
Si, -0.1161, 0.0385, 0.2191
Si, -0.2132, -0.0253, 0.103
Si, -0.0447, 0.052, -0.3366
Si, 0.0425, -0.1203, 0.042
Si, -0.2336, -0.0272, 0.1827
Si, -0.1672, 0.3061, 0.1747
Si, 0.4425, -0.0745, -0.09
Si, 0.233, -0.2302, -0.2555
Si, -0.1202, -0.084, -0.0881
Si, 0.1269, 0.0133, 0.03
Si, -0.2521, -0.0948, -0.1207
Si, -0.1216, -0.1185, 0.3285
Si, 0.224, -0.0525, 0.466
Si, 0.0308, -0.043, 0.2568
Si, -0.039, -0.0218, -0.4873
Si, -0.0685, 0.13, 0.136
Si, 0.0789, -0.2181, 0.2623
Si, -0.0001, -0.011, -0.3511
Si, 0.0696, -0.0565, 0.2641
Si, 0.055, -0.1344, 0.2445
Si, -0.0535, 0.1157, 0.0938
Si, 0.3245, 0.0365, -0.1095
Si, -0.4687, 0.0314, -0.6453
Si, 0.0556, 0.0114, 0.0318
Si, -0.0768, -0.146, 0.3991
Si, 0.1507, 0.1032, -0.2023
Si, -0.2633, -0.0442, 0.1577
Si, -0.1892, 0.0844, -0.0179
Si, -0.0241, -0.047, -0.0962
Si, 0.1858, -0.2108, -0.1544
Si, 0.26, -0.0382, -0.2005
Si, 0.0859, -0.1008, -0.0683
Si, -0.0564, -0.1671, 0.1781
Si, 0.1327, -0.1576, -0.1832
O, 0.6052, -0.1132, 0.0102
O, -0.1792, 0.0868, -0.0331
O, -0.1116, 0.1629, -0.2223
O, -0.0452, 0.118, 0.1558
O, 0.2015, 0.1354, -0.0848
O, -0.3872, -0.0452, -0.3628
O, 0.0655, 0.0274, 0.354
O, -0.0146, 0.0001, 0.0107
O, -0.0056, -0.1757, -0.1354
O, 0.078, -0.0506, 0.1054
O, -0.0388, 0.0498, 0.0123
O, -0.1496, 0.1731, 0.2619
O, 0.2154, 0.5528, -0.4804
O, 0.0986, -0.1315, -0.0749
O, -0.0459, 0.0288, -0.1599
O, -0.154, -0.0657, 0.0673
O, 0.0514, 0.2824, -0.012
O, 0.0473, -0.1035, 0.0035
O, 0.2237, 0.1911, -0.0365
O, 0.1657, 0.0583, -0.0474
O, -0.0009, -0.0484, -0.04
O, -0.051, 0.059, 0.2094
O, 0.0908, 0.0485, -0.0804
O, 0.028, -0.1659, 0.2575
O, 0.1132, -0.2123, 0.1517
O, 0.0082, 0.0784, -0.084
O, -0.2139, 0.1929, 0.2571
O, -0.2273, 0.0316, -0.0605
O, -0.0282, 0.045, 0.0336
O, -0.2295, -0.1106, 0.1783
O, 0.1226, 0.2531, 0.0315
O, 0.1456, 0.0767, -0.0339
O, -0.0446, -0.0099, 0.0309
O, -0.0244, -0.005, 0.0798
O, -0.0339, 0.018, 0.2055
O, -0.1294, 0.2327, 0.0449
O, -0.0346, 0.0409, 0.012
O, -0.0511, 0.093, 0.0428
O, 0.0017, -0.0081, -0.0664
O, -0.2115, 0.0942, -0.079
O, 0.1138, 0.0418, -0.1192
O, -0.0158, -0.3301, 0.2127
O, 0.0188, 0.0594, -0.1123
O, 0.0643, 0.0249, -0.0694
O, -0.1859, 0.0913, 0.1744
O, 0.0817, -0.0533, 0.1158
O, -0.0707, 0.0735, 0.019
O, -0.0053, 0.2137, -0.3495
O, -0.0055, -0.0959, 0.0916
O, -0.1636, -0.0925, 0.07
O, 0.0101, 0.2668, -0.3266
O, 0.0352, 0.0258, -0.1289
O, 0.1101, 0.1564, -0.1788
O, -0.0099, 0.0986, 0.0015
O, -0.2137, -0.3956, -0.1792
O, -0.0445, 0.0005, -0.1038
O, -0.0374, 0.0988, 0.0341
O, -0.191, -0.0318, 0.0254
O, -0.1169, -0.1357, -0.0221
O, 0.082, 0.0864, -0.1949
O, -0.0803, -0.0042, -0.156
O, 0.0158, -0.0433, 0.0885
O, 0.0604, 0.038, -0.1359
O, -0.0331, 0.0995, -0.1828
O, 0.1457, -0.0164, 0.0106
O, -0.1207, -0.2739, 0.0751
O, 0.1108, -0.0272, 0.1307
O, 0.0155, 0.0214, 0.134
O, 0.0785, 0.028, -0.1449
O, 0.0131, 0.0002, -0.1071
O, -0.0522, -0.0927, 0.0133
O, 0.0349, -0.0655, -0.1081
O, 0.0638, 0.0086, -0.0933
O, 0.0605, -0.06, -0.0733
O, 0.0792, -0.0163, -0.0823
O, -0.1654, -0.0778, 0.0242
O, 0.0167, 0.0604, -0.1414
O, 0.0192, 0.0458, -0.1182
O, -0.0094, -0.0131, 0.0683
O, 0.02, 0.0709, -0.1386
O, -0.1698, -0.111, 0.095
O, 0.0142, 0.0584, -0.0372
O, 0.0202, 0.3807, 0.1095
O, 0.0919, -0.0495, -0.0117
O, -0.09, -0.016, 0.2442
O, -0.0357, -0.1263, -0.1816
O, 0.1369, 0.2657, -0.1914
O, 0.0821, 0.2879, -0.246
O, 0.1264, -0.0656, -0.0246
O, -0.0938, 0.1261, -0.0597
O, 0.0773, 0.0587, 0.136
O, -0.0395, 0.0026, -0.2517
O, -0.0156, -0.0027, -0.0668
O, 0.0452, 0.0693, 0.0745
O, 0.2115, 0.0755, 0.5265
O, 0.1908, -0.4801, 0.2251
O, -0.0567, -0.0476, 0.0196
O, 0.2422, 0.1007, 0.1539
O, -0.0551, 0.1208, -0.0822
O, 0.1954, -0.1436, -0.115
O, -0.0991, -0.0807, -0.147
O, -0.1312, 0.1578, -0.116

The program warned: the cutoff lies below the one the program advises for these potential files.
